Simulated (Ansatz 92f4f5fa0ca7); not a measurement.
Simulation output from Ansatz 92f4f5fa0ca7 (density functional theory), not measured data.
Periodic cell of 375 atoms, Si241O134, from a study of silicon, its oxide and their interface. The atomic structure is a simulated model.
Doubt: the cutoff is far below the 930 eV that the study's wrapper takes by default for these files, so forces and energies are approximate.
This geometry differs little from another in the collection (a relaxation step or a small displacement).

Settings
functional: PBE
potential files: Ansatz PAW
basis: plane waves
wave-function cutoff: 580 eV
density cutoff ratio: 5
exchange-correlation grid ratio: 1
k mesh: 1 x 1 x 1, Gamma-centred
self-consistency stop: 5e-08 eV per atom in the density residual
occupations: fixed
spin: none
net charge: 0

Cell vectors (angstrom)
a  11.6015  0  0
b  0  13.3963  0
c  0  0  42.3421

Atoms and the computed forces on them: element, x, y, z (angstrom), force x, y, z (eV/angstrom)
Si  0  2.2327  1.1851  0.0496  -0.0083  0.0095
Si  3.8672  2.2327  1.1851  -0.0028  0.0082  -0.0403
Si  7.7343  2.2327  1.1851  0.08  0.0033  0.0162
Si  1.9336  5.5818  1.1851  -0.0237  0.0572  -0.0352
Si  5.8008  5.5818  1.1851  -0.0156  0.0721  0.084
Si  9.6679  5.5818  1.1851  -0.0213  0.0321  -0.007
Si  0  8.9308  1.1851  -0.0076  0.0083  0.032
Si  3.8672  8.9308  1.1851  -0.0523  -0.0442  -0.0159
Si  7.7343  8.9308  1.1851  0.0059  -0.085  0.05
Si  1.9336  12.2799  1.1851  -0.0094  0.0036  -0.0516
Si  5.8008  12.2799  1.1851  -0.0352  -0.0235  0.095
Si  9.6679  12.2799  1.1851  0.0045  -0.0149  -0.004
Si  1.9336  1.1164  1.9745  -0.0764  0.1272  -0.0353
Si  5.8008  1.1164  1.9745  -0.1856  0.0832  -0.0524
Si  9.6679  1.1164  1.9745  -0.2352  0.0428  -0.0397
Si  0  4.4654  1.9745  0.0284  0.0468  -0.0383
Si  3.8672  4.4654  1.9745  -0.0308  -0.075  -0.0393
Si  7.7343  4.4654  1.9745  0.1744  -0.0865  -0.052
Si  1.9336  7.8145  1.9745  0.2373  -0.0975  0.0129
Si  5.8008  7.8145  1.9745  0.0611  -0.1559  -0.0174
Si  9.6679  7.8145  1.9745  -0.0013  -0.0247  0.0291
Si  0  11.1635  1.9745  0.0377  0.0432  -0.0162
Si  3.8672  11.1635  1.9745  -0.1042  0.0655  -0.0411
Si  7.7343  11.1635  1.9745  0.109  0.077  -0.066
Si  1.9336  1.1164  4.3426  -0.3586  0.1269  -0.636
Si  5.8008  1.1164  4.3426  -0.4688  0.3573  0.5945
Si  9.6679  1.1164  4.3426  -0.5713  0.0854  -0.1283
Si  0  4.4654  4.3426  0.2619  -0.1043  -0.1074
Si  3.8672  4.4654  4.3426  0.1636  0.0406  0.0432
Si  7.7343  4.4654  4.3426  0.4446  -0.0925  0.7414
Si  1.9336  7.8145  4.3426  0.4161  -0.1415  -0.3679
Si  5.8008  7.8145  4.3426  0.2479  -0.6214  -0.0111
Si  9.6679  7.8145  4.3426  0.1193  0.102  -0.1954
Si  0  11.1635  4.3426  0.1186  -0.2329  -0.5738
Si  3.8672  11.1635  4.3426  -0.2151  0.1952  0.0237
Si  7.7343  11.1635  4.3426  0.138  0.1281  0.3749
Si  0  0  38.0016  0.0081  0.0345  0.0436
Si  3.8672  0  38.0016  -0.0404  0.2389  -0.0356
Si  7.7343  0  38.0016  -0.2603  0.3473  -0.0278
Si  1.9336  3.3491  38.0016  0.0932  -0.097  0.0138
Si  5.8008  3.3491  38.0016  0.1608  0.0622  -0.3332
Si  9.6679  3.3491  38.0016  -0.3141  0.1256  0.0507
Si  0  6.6981  38.0016  -0.4302  0.0159  0.0357
Si  3.8672  6.6981  38.0016  0.3888  -0.0174  0.042
Si  7.7343  6.6981  38.0016  0.1014  -0.0487  -1.0224
Si  1.9336  10.0472  38.0016  0.0054  0.0239  0.5357
Si  5.8008  10.0472  38.0016  -0.1498  -0.2456  0.3491
Si  9.6679  10.0472  38.0016  0.1721  -0.3992  0.0491
Si  0  0  40.3697  -0.0061  0.013  -0.0007
Si  3.8672  0  40.3697  -0.0153  0.1089  0.0189
Si  7.7343  0  40.3697  -0.1254  0.1201  0.0353
Si  1.9336  3.3491  40.3697  0.0561  -0.0122  -0.0064
Si  5.8008  3.3491  40.3697  0.0778  0.02  -0.0069
Si  9.6679  3.3491  40.3697  -0.0966  0.0701  -0.0045
Si  0  6.6981  40.3697  -0.1682  0.0089  0.0112
Si  3.8672  6.6981  40.3697  0.124  0.0167  0.0349
Si  7.7343  6.6981  40.3697  0.0562  -0.0389  0.0987
Si  1.9336  10.0472  40.3697  0.0068  0.005  0.0082
Si  5.8008  10.0472  40.3697  -0.0757  -0.1402  -0.0093
Si  9.6679  10.0472  40.3697  0.0603  -0.1654  0.0226
Si  0  2.2327  41.1591  -0.0533  -0.0002  -0.0217
Si  3.8672  2.2327  41.1591  -0.0042  -0.0126  0.0177
Si  7.7343  2.2327  41.1591  -0.0431  0.0016  0.0198
Si  1.9336  5.5818  41.1591  0.0078  -0.0565  -0.0559
Si  5.8008  5.5818  41.1591  -0.0171  -0.0582  -0.0517
Si  9.6679  5.5818  41.1591  0.0342  -0.0382  0.0217
Si  0  8.9308  41.1591  0.0237  0.0073  0.0406
Si  3.8672  8.9308  41.1591  0.0512  0.0461  0.0624
Si  7.7343  8.9308  41.1591  -0.0201  0.093  -0.0389
Si  1.9336  12.2799  41.1591  0.0139  -0.0084  0.0239
Si  5.8008  12.2799  41.1591  0.028  0.0066  -0.0514
Si  9.6679  12.2799  41.1591  0.003  0.0096  -0.0753
Si  -2.5441  5.3807  27.373  0.0982  -0.0342  -0.0685
Si  1.9982  -1.7655  31.8428  -0.0912  -0.1133  -0.0156
Si  11.4271  2.2013  33.9935  -0.1131  -0.0587  -0.0745
Si  -0.2397  -0.0553  27.4958  0.1482  -0.0357  -0.1041
Si  8.7157  -3.1418  20.901  -0.0056  0.0231  -0.0228
Si  7.8024  0.5072  31.7254  -0.0284  0.0546  -0.1626
Si  -2.8758  6.2115  30.4106  0.1662  -0.0284  -0.0148
Si  5.6461  5.934  31.6095  0.0125  0.0015  0.443
Si  2.1234  9.2428  32.3697  -0.0834  0.0559  -0.0778
Si  4.8184  10.4089  24.0672  -0.0881  0.0231  -0.0969
Si  11.4082  12.2244  30.8377  0.0503  -0.0363  -0.0092
Si  7.7661  10.3697  31.8322  -0.0309  0.0548  -0.0374
Si  3.1677  4.7357  27.0644  -0.066  -0.0516  -0.0929
Si  9.507  -1.4795  23.3053  -0.0025  -0.0182  0.0398
Si  10.9102  0.9055  29.7285  -0.027  -0.1262  0.1665
Si  -3.8504  9.115  33.9252  -0.014  -0.042  -0.0766
Si  4.0573  -0.8541  30.9178  -0.0762  0.0443  0.0229
Si  11.4797  2.6165  31.5788  0.0352  -0.0153  0.0701
Si  1.5822  5.3875  31.7599  0.1591  0.0434  0.0038
Si  -0.9951  5.0062  31.6334  0.0464  -0.0704  0.0349
Si  6.143  12.2006  31.9679  0.0414  -0.0655  0.0923
Si  7.6487  15.418  33.8002  0.0108  -0.1001  0.0143
Si  0.3191  5.9223  26.9038  -0.0023  -0.073  0.0032
Si  13.2073  8.4212  28.4006  -0.0315  -0.0298  0.0866
Si  4.5606  -1.6226  28.7567  -0.0685  0.0101  0.0818
Si  3.5707  2.3861  33.8901  0.0434  0.0091  0.0801
Si  9.3825  -1.262  32.0914  0.0623  -0.0286  0.0432
Si  1.8757  5.593  34.1206  -0.0153  0.0169  0.0436
Si  5.7868  5.6208  33.9478  0.0225  0.0018  -0.0008
Si  9.7852  5.4963  33.8727  -0.0022  0.0076  -0.026
Si  2.8799  7.3537  31.048  -0.0027  0.0715  -0.0013
Si  3.7334  8.9885  34.1591  0.0397  0.008  0.0913
Si  11.8165  8.9496  33.9693  0.0066  0.0644  0.087
Si  1.9357  12.2939  34.1186  0.0647  0.0044  0.0125
Si  5.7885  12.2866  34.2678  0.0499  -0.0424  -0.0763
Si  9.6978  12.2489  34.3618  0.0059  0.0031  0.0166
Si  1.8018  1.1563  34.816  -0.0623  -0.0673  0.0363
Si  5.6202  1.1957  34.7185  -0.0897  0.0027  -0.0869
Si  9.5474  1.1172  34.9054  0.0297  -0.0086  0.0262
Si  -0.0097  4.4072  34.9174  -0.0126  0.0437  -0.0656
Si  3.8486  4.5246  34.8338  0.0369  0.0153  -0.0665
Si  7.7531  4.3874  34.5722  0.0126  -0.0441  -0.009
Si  1.9255  7.7835  35.0357  -0.0104  -0.0623  0.0964
Si  5.81  7.8827  34.6954  -0.0596  0.1024  0.0316
Si  9.7279  7.8298  34.5644  0.0654  0.0541  -0.0455
Si  0.066  11.1143  34.9268  -0.0514  0.002  0.01
Si  3.8357  11.1868  34.9662  0.0391  -0.0573  0.0255
Si  7.7322  11.1843  35.0521  0.0413  0.0483  0.0883
Si  1.9193  1.1143  37.1976  -0.0241  -0.0146  0.0075
Si  5.7724  1.1422  37.1416  -0.0376  0.0383  0.0513
Si  9.6617  1.1278  37.2471  -0.0037  -0.0054  0.0179
Si  -0.0025  4.4537  37.2563  0.0315  -0.0489  -0.0105
Si  3.87  4.4695  37.2054  -0.0104  0.0149  0.0238
Si  7.7387  4.4463  37.0795  -0.0011  -0.0487  0.0151
Si  1.9315  7.801  37.3362  -0.013  -0.0985  -0.002
Si  5.8024  7.831  37.1361  -0.0135  0.0105  -0.0163
Si  9.6781  7.8187  37.0763  0.0185  0.0166  0.0148
Si  0.0074  11.154  37.2602  0.0084  -0.0026  -0.0107
Si  3.8659  11.1678  37.2858  0.0211  0.0297  -0.0149
Si  7.7313  11.1603  37.3421  -0.0014  0.0054  -0.0171
Si  -0.0435  -0.0137  5.04  -0.0311  -0.0436  -0.011
Si  3.794  -0.0002  5.1805  -0.0201  -0.0099  -0.0111
Si  7.6863  0.0059  5.1747  0.0214  0.0315  0.0149
Si  1.9404  3.3502  5.1567  0.0169  0.0305  0.0101
Si  5.8057  3.3968  5.2007  0.0336  -0.0383  -0.043
Si  9.7648  3.3064  5.2346  -0.0013  -0.0221  -0.0541
Si  0.0172  6.7112  5.0784  -0.0388  0.0337  0.0556
Si  3.9055  6.6727  5.1985  -0.0706  -0.0013  0.0294
Si  7.7828  6.6925  5.1853  -0.0483  0.0089  0.0461
Si  1.9388  10.0363  5.0911  -0.0166  0.0028  0.0022
Si  5.7937  10.024  5.0113  -0.0021  0.1007  -0.1423
Si  9.6942  10.0419  5.1201  -0.0338  -0.0142  0.0008
Si  0.0965  0.468  7.297  -0.0049  -0.1267  -0.0515
Si  2.5088  0.1658  7.2244  -0.0477  0.0249  -0.007
Si  6.8483  0.2623  7.4391  -0.0119  -0.0923  0.0172
Si  1.5941  3.4894  7.5243  0.0905  0.0944  0.0214
Si  5.7388  3.9977  7.564  -0.0113  -0.0111  -0.0179
Si  10.9309  2.7443  7.3683  -0.0482  0.026  -0.0365
Si  0.6315  7.1868  7.2999  0.0691  0.0916  -0.004
Si  4.2713  6.1097  7.5372  0.0285  -0.0027  -0.0286
Si  8.26  6.6878  7.5535  0.0579  -0.0581  -0.0225
Si  1.2924  9.4715  7.2717  0.0669  -0.0283  -0.0206
Si  5.6676  9.8329  7.2701  -0.0536  -0.229  0.0456
Si  10.5119  9.7979  7.3145  -0.0841  0.0675  0.0002
Si  4.1457  4.6353  11.9708  -0.0504  -0.0626  0.1105
Si  2.0717  5.6506  8.2113  0.0042  -0.0341  -0.1351
Si  10.4352  -0.178  9.1911  0.0257  0.0665  -0.0412
Si  7.7277  4.6695  8.6584  -0.0467  0.2815  0.2853
Si  8.1579  9.8314  10.1551  0.0922  -0.0508  0.0641
Si  14.2775  0.4865  10.6497  0.0665  0.0244  -0.0246
Si  -1.3687  7.6939  8.3339  -0.055  0.1311  0.0889
Si  6.8188  8.6646  17.0259  -0.0293  0.0977  0.0191
Si  10.6973  5.7739  12.0638  -0.2032  0.1103  -0.2133
Si  0.3099  10.8683  10.5839  0.1019  -0.0149  -0.0572
Si  9.9739  10.9685  9.1981  0.1316  0.1033  -0.0484
Si  14.5754  15.2844  8.6975  0.0315  -0.0069  -0.1225
Si  5.5978  -1.5528  8.3917  -0.1038  -0.0818  0.1222
Si  5.3141  1.7862  8.5151  0.0953  0.0223  0.1339
Si  6.9712  4.1825  11.6279  0.1519  0.048  -0.1685
Si  0.4203  -0.2445  11.0127  -0.0544  -0.0276  -0.0416
Si  10.2838  11.6203  15.955  0.0042  -0.0102  -0.1297
Si  13.4525  5.7305  10.5006  -0.0642  -0.0288  -0.2288
Si  1.8439  15.3196  18.284  0.0531  0.0539  -0.0672
Si  4.098  9.5602  10.4871  -0.0308  0.0007  0.0592
Si  6.2059  13.6926  10.5471  -0.043  0.4141  0.1434
Si  3.3324  12.2989  8.949  -0.0639  -0.091  -0.0447
Si  8.2841  14.225  9.2523  0.0444  0.0483  -0.0158
Si  11.8917  14.3407  15.7344  -0.0784  0.0031  -0.1076
Si  6.0863  5.9506  18.1589  -0.0403  0.0505  -0.062
Si  5.0455  7.1339  13.291  0.0074  -0.0492  0.0166
Si  10.0332  -5.0843  10.6849  -0.0569  -0.1986  -0.0827
Si  4.4587  0.5161  12.3569  0.0424  -0.0127  -0.1167
Si  9.5223  3.0244  11.4472  0.1066  -0.1412  0.0423
Si  9.3299  2.9647  9.0906  -0.0767  -0.1944  -0.0432
Si  -0.5705  14.0412  12.9299  0.0548  -0.0961  -0.2521
Si  7.171  8.5138  8.4953  0.0933  0.0964  -0.0016
Si  14.2918  8.4222  12.116  -0.0457  -0.077  0.0109
Si  4.8865  8.1337  8.7334  0.069  0.029  0.1809
Si  6.1341  11.1933  10.6193  -0.106  -0.2782  -0.2194
Si  10.2988  9.4334  13.8928  0.1011  -0.0494  -0.0883
O  15.3446  11.345  17.8732  -0.0463  0.0146  0.017
O  17.7531  -1.059  18.3186  -0.0165  0.0215  0.002
O  6.666  -0.1116  20.6857  -0.0089  0.0051  -0.0041
O  22.5069  2.4089  24.5846  -0.0214  0.0278  -0.0304
O  7.3094  18.4109  10.2656  -0.0762  -0.0114  -0.1497
O  15.1727  -2.941  25.1487  0.0707  0.0726  -0.017
O  18.6672  13.9386  23.2125  0.0285  0.0298  0.0154
O  13.4631  24.9392  19.8186  -0.0005  -0.0161  0.0173
O  16.1494  25.8651  13.2117  -0.0064  -0.0102  0.0243
O  9.794  17.0709  19.8989  0.0453  0.017  -0.0474
O  21.0927  19.281  15.6392  0.0379  0.0164  0.0378
O  3.8557  3.0959  15.8556  -0.0063  0.0424  0.0667
O  6.149  2.3616  26.6827  -0.0188  -0.011  0.0358
O  7.3086  -4.588  28.8823  -0.055  -0.0482  -0.1362
O  8.2234  4.0477  26.9374  -0.0378  0.0184  0.0262
O  8.9169  6.469  26.1365  0.0104  -0.038  0.0277
O  7.4643  21.8615  24.1767  -0.0733  0.0015  0.0245
O  14.6833  0.433  22.979  -0.0387  -0.0393  -0.0138
O  9.7202  -3.5348  19.7011  0.0316  0.0153  0.0211
O  -14.5266  -0.8059  19.0429  0.0442  0.0244  -0.0029
O  -0.1645  18.4283  18.1927  -0.0128  -0.0727  0.0885
O  -0.6561  8.34  17.9737  0.0338  -0.0194  0.0335
O  5.0892  10.2313  28.5172  0.0178  0  -0.0493
O  -4.298  -6.7864  22.1515  0.0032  -0.0286  -0.0199
Si  8.2301  18.414  16.171  -0.0781  -0.0319  0.0532
Si  7.1116  -0.8694  27.338  -0.0272  0.0307  0.1569
Si  3.5176  4.7522  22.5022  0.0155  -0.0024  0.1767
Si  8.532  14.3089  29.4539  -0.0731  0.0352  0.3399
Si  9.8388  27.1115  19.1539  0.0068  -0.0275  -0.0089
Si  16.036  16.4517  14.348  -0.0155  -0.1447  -0.1962
Si  14.398  10.5492  18.9312  0.0112  0.0114  -0.0624
Si  0.7637  18.4413  21.4576  0.0028  0.0477  0.2104
Si  12.7437  -0.4055  19.9175  0.0517  -0.0203  -0.0032
Si  12.6319  8.1064  21.6727  0.029  0.0208  0.0013
Si  10.5753  3.5959  23.5365  0.0378  0.0147  0.1221
Si  3.9696  8.9368  21.3958  -0.0574  0.0111  -0.0123
Si  11.3718  4.0483  19.5132  0.0523  -0.0457  -0.131
Si  6.6548  18.4001  14.4494  0.0204  -0.0859  -0.1103
Si  9.3118  28.8663  16.4956  0.0894  -0.0489  -0.1195
Si  4.6614  2.143  26.0414  -0.0509  0.1285  0.0295
Si  9.9332  6.2743  24.8416  0.0535  -0.0096  0.1452
Si  8.4104  26.7307  14.6158  0.1095  0.0122  -0.0901
Si  6.8924  -0.6933  24.2805  0.0127  -0.0145  -0.0346
Si  21.3241  9.4119  18.1482  -0.0059  -0.0108  -0.0611
Si  -3.0892  9.1747  29.937  -0.0376  0.2836  0.2486
Si  12.4435  8.4255  18.6259  0.0324  0.0087  -0.0809
Si  3.7361  6.6895  24.9226  0.0318  -0.0241  0.0985
Si  8.188  7.7807  22.8963  0.0061  -0.0117  0.0829
Si  12.6392  5.8025  17.3797  0.0418  0.0228  -0.0817
Si  10.8985  0.7887  24.6334  0.0626  -0.002  0.1012
Si  3.632  17.3765  17.2083  -0.0254  -0.0036  -0.0529
Si  13.8038  10.313  9.2669  -0.0452  -0.0017  0.0549
Si  23.4209  9.1691  12.1014  0.1535  0.0173  0.0017
Si  5.9076  6.4022  21.3022  -0.0401  0.0433  0.0281
Si  7.13  22.5613  13.9838  0.0573  0.0577  -0.0262
Si  5.7265  12.038  14.2712  -0.0796  0.1227  -0.0824
Si  9.1426  2.5792  20.9563  0.0108  -0.0671  0.0666
Si  15.0549  14.8441  30.3136  -0.0561  0.1292  -0.1791
Si  4.0525  1.7423  23.0478  0.047  0.0269  0.0658
Si  17.6241  8.6131  24.8943  0.0452  -0.1651  0.0539
Si  6.4467  9.6434  27.7825  -0.0363  0.0758  0.0818
Si  7.0855  3.1951  27.7281  0.0803  -0.1112  -0.0798
Si  4.8233  3.9334  29.4445  -0.0259  0.0031  -0.1597
Si  -4.9612  1.1202  21.7269  -0.0333  -0.0401  0.0237
Si  10.7918  6.6404  15.0429  0.0257  0.1262  -0.0415
Si  5.254  11.4643  17.2842  0.0146  -0.0652  -0.0372
Si  -8.8787  13.6266  27.624  0.0148  -0.0664  0.0395
Si  11.1145  10.7416  29.0635  -0.025  0.0597  0.2218
Si  14.0631  9.3724  25.6562  -0.0348  -0.1019  0.0133
Si  12.1248  23.7883  23.7427  -0.0018  0.0183  0.0518
Si  13.2216  13.1098  22.9346  -0.0295  0.039  0.043
Si  7.1748  12.2483  19.5694  -0.0404  -0.002  0.0015
Si  2.2842  16.3677  31.7701  0.0072  0.0306  -0.0327
O  15.3238  9.6798  19.9632  0.0233  -0.0317  0.0229
O  19.1227  2.3608  21.0918  0.0257  0.036  -0.0221
O  3.3242  3.1758  22.8587  -0.0219  0.0327  -0.0472
O  4.7836  19.5395  12.0072  0.0521  0.0278  0.0334
O  -3.3093  -13.6641  28.2977  0.081  0.0332  -0.0141
O  3.852  14.3047  26.6946  -0.0271  -0.0426  -0.0092
O  14.2993  -5.4594  24.9158  -0.0404  0.0125  -0.0223
O  15.9398  15.0087  13.5951  -0.011  0.1027  0.1337
O  -10.9252  7.2097  27.8279  0.0204  0.0515  -0.0147
O  18.7709  8.4476  15.4482  -0.006  -0.0506  0.0028
O  5.399  3.6767  11.5246  0.0397  -0.0835  -0.0488
O  2.6483  7.7868  29.4767  -0.0133  -0.0148  -0.0835
O  9.8684  13.4939  23.5559  -0.0119  -0.0065  -0.006
O  24.7568  4.8609  26.8647  0.013  0.0067  -0.0201
O  34.5107  -0.3867  19.1317  -0.046  0.0186  0.0018
O  10.4552  21.6251  14.9898  -0.0164  -0.1223  0.0671
O  8.6705  -3.9084  13.5015  -0.004  0.019  0.064
O  14.106  9.1346  27.2531  0.0538  0.0347  -0.0676
O  12.0748  19.773  15.983  -0.0267  -0.0133  -0.0241
O  6.2418  10.5251  14.0104  -0.0193  -0.0412  0.0203
O  9.6589  20.2911  11.4888  0.0296  -0.1237  0.0504
O  15.3365  16.8661  26.2241  0.034  -0.0441  0.0019
O  16.4494  15.1877  24.4712  -0.006  -0.0313  0.0032
O  5.1175  15.0436  21.8308  0.012  -0.0086  -0.0363
O  0.3724  22.5046  22.7613  0.0069  -0.0438  -0.0375
O  20.1204  22.3385  21.8206  -0.0103  -0.0274  0.0053
O  21.1696  20.5957  23.5585  -0.0281  0.0145  -0.054
O  29.5061  21.5466  12.9884  0.0275  0.0254  -0.0376
O  -11.2952  4.1754  22.7866  0.0207  0.0229  -0.1015
O  -3.5291  -1.7925  24.0013  -0.01  0.0072  0
O  6.1009  22.0584  26.5354  -0.0027  -0.0324  -0.0192
O  -13.5505  9.9982  29.1054  0.0332  -0.0062  -0.0785
O  25.0012  9.6091  18.0294  -0.0179  -0.0231  0.0284
O  -0.9358  18.4737  27.5373  -0.003  0.0127  0.0056
O  12.1965  14.2092  14.1156  -0.0334  0.0218  0.136
O  -12.5481  24.4127  24.0035  0.0067  0.0035  0.0012
O  3.1804  -1.321  27.9092  0.0223  0.0714  -0.0595
O  9.5633  16.4028  22.4407  -0.0657  -0.0251  -0.0564
O  -14.4511  -1.292  15.6374  -0.0604  0.021  0.0749
O  7.2092  19.5248  31.0949  0.0641  0.0334  -0.0962
O  14.4808  17.9152  10.9694  0.0079  0.0388  0.0339
O  2.4904  1.07  29.0149  0.011  0.0212  0.0566
O  12.3901  0.3408  24.1724  0.049  -0.03  -0.0209
O  1.2771  0.2094  26.9286  0.0025  0.0073  -0.0914
O  33.3647  24.0863  17.2564  -0.0178  0.0108  0.0622
O  9.7532  1.1231  20.5621  0.0133  0.0332  0.0041
O  -5.8774  12.7881  28.1664  0.0204  -0.037  -0.0131
O  16.6118  4.5933  30.9092  -0.0402  -0.0115  -0.0208
O  25.5811  7.1218  11.1476  0.0143  0.0636  0.0684
O  11.2808  12.8887  16.212  0.0259  0.0051  0.0806
O  13.1827  20.4012  18.3358  -0.0037  0.0137  0.055
O  21.4291  4.4392  12.1649  0.018  0.1024  0.1173
O  4.723  -11.0814  29.6595  -0.024  -0.0992  0.0873
O  2.6543  8.0783  21.8509  0.003  0.015  0.0131
O  0.6527  -3.8408  29.0708  -0.0611  0.0603  -0.0516
O  -0.1354  6.4807  25.4165  -0.0026  0.0088  -0.0334
O  11.1734  25.1027  27.7258  -0.0415  0.0755  -0.0515
O  23.5358  5.4638  11.0423  0.0499  0.028  0.0868
O  16.7809  21.2579  21.2497  -0.0112  0.0205  0.0012
O  0.9339  0.0107  21.4799  -0.0348  -0.0021  -0.0114
O  -0.8287  2.1359  15.7816  -0.0025  0.0204  0.1003
O  2.4037  18.4169  21.3363  -0.0759  0.0015  -0.0532
O  19.8855  1.2905  15.5043  -0.0118  0.02  0.044
O  0.6965  8.7067  20.2095  -0.0119  0.034  0.0259
O  5.4772  -1.4827  24.057  -0.0279  -0.0143  0.0442
O  5.213  7.2255  24.4995  0.0602  0.1116  -0.0253
O  -4.0551  5.5751  17.5454  0.0316  -0.0183  -0.0218
O  15.9343  10.0563  22.5296  0.0379  0.0164  0.0544
O  7.2808  24.1534  20.262  -0.0101  0.0099  0.0318
O  17.0815  19.5829  14.5784  -0.0646  0.0317  -0.043
O  7.3058  10.9108  27.1951  0.0587  -0.009  -0.0788
O  17.6004  16.8917  14.4872  0.013  0.044  0.0607
O  10.5296  15.4574  12.2882  -0.0891  0.0596  -0.0482
O  10.4819  13.7493  26.158  -0.0464  -0.0105  -0.008
O  13.0874  14.8031  16.7469  -0.0047  0.0173  0.0394
O  16.8028  12.1781  15.8142  0.0045  -0.0006  0.0361
O  6.2053  5.9187  19.7748  0.0318  -0.0297  0.0733
O  -2.0709  28.1452  17.9324  -0.0311  -0.0084  0.055
O  30.4646  18.5452  12.9251  -0.1184  -0.0026  -0.0201
O  13.9248  4.91  16.9865  -0.0242  -0.0206  0.0317
O  -2.2022  11.4978  21.7293  0.0133  0.0133  0.0008
O  7.85  2.2695  28.8233  0.0478  -0.0048  -0.0517
O  11.2326  19.5517  13.5492  0.0487  -0.0151  0.0735
O  5.854  7.4894  17.6338  0.0167  -0.0583  0.004
O  3.192  5.5805  23.8746  0.0159  -0.0324  -0.0622
O  6.963  -0.3298  13.9419  0.0521  0.0018  -0.021
O  15.4429  -7.3143  26.4397  0.0205  0.0121  -0.0129
O  3.6115  17.5434  13.4381  0.0558  0.0219  0.0207
O  -3.0745  -7.5089  28.8166  -0.0648  0.0218  -0.0012
O  19.87  8.7739  17.7809  -0.0005  0.0029  0.011
O  -5.6603  23.405  17.1604  0.0141  -0.0269  0.0317
O  12.6003  -3.4841  25.2201  -0.0034  0.0251  -0.0149
O  18.6551  -0.2058  25.8407  -0.0097  -0.021  -0.0137
O  8.7347  3.5539  16.6503  0.006  0.0263  0.0672
O  16.5925  5.2237  21.9792  0.0512  0.0052  -0.0354
O  26.3954  2.8545  18.3128  -0.0381  -0.0226  0.0367
O  2.1737  0.6299  19.1981  0.0084  0.022  0.0108
O  4.9198  -8.5006  17.6509  0.0365  0.0038  0.0218
O  23.7887  16.0902  19.0176  -0.0682  0.0444  0.034
O  -7.0524  7.1415  31.2416  -0.134  -0.0747  -0.007
O  9.6293  13.3837  13.5183  -0.0633  0.0048  0.1348
O  9.1879  -5.6067  30.5272  -0.0017  -0.0909  -0.0377
O  15.1196  -8.8397  28.6558  0.0521  0.0025  0.095
O  21.39  31.5241  24.3683  -0.004  -0.0419  -0.0574
O  24.7988  11.477  23.1214  0.0208  0.0295  -0.0098
O  11.9728  6.6164  21.7665  0.0057  -0.0231  -0.0358
O  7.8967  16.219  11.7819  -0.0037  0.0305  0.0093
O  -5.4722  17.6369  28.5315  -0.044  0.0874  -0.011
O  15.2124  7.9426  13.4593  -0.1371  0.0614  -0.0648
O  22.4128  24.191  14.6528  -0.0336  0.0131  0.053

Results
free energy: -229404.334 eV
free energy less fixed offsets of O -568.88, Si -635.61 eV per atom: 7.596 eV

The program warned: the cutoff lies below the one the program advises for these potential files; the forces do not sum to zero within the program's tolerance; the exchange-correlation potential is rough where the density is thin.
